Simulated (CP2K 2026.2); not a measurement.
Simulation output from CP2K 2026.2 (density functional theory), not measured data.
Periodic cell of 432 atoms, Si324O108, from a study of silicon, its oxide and their interface. The atomic structure is a simulated model.
Doubt: the forces sum to 2.68 eV/angstrom along one axis rather than to zero, so they err by at least 0.0062 eV/angstrom per atom on average; the grid cutoff is modest.

Settings
functional: PBE
method: Gaussian and plane waves
basis set: DZVP-MOLOPT-SR-GTH
pseudopotentials: GTH-PBE
grid cutoff: 350 Ry, relative cutoff 50 Ry
k points: Gamma only
occupations: fixed
spin: none
net charge: 0

Cell vectors (angstrom)
a 16.32 0 0
b 0 16.32 0
c -5.4705 -2.2364 29.6669

Atoms and the computed forces on them: element, x, y, z (angstrom), force x, y, z (eV/angstrom)
Si 1.604 14.6849 0.0334 -0.0217 0.203 0.7724
Si 4.4544 1.2748 0.2403 -0.2449 -0.0361 0.6054
Si 1.0847 4.2751 0.0135 0.1743 -0.064 0.7516
Si 4.3581 6.5539 0.1177 -0.1644 0.0836 0.7356
Si -4.3534 7.4389 29.5943 0.2004 -0.1084 0.8089
Si -1.452 10.4622 29.6548 -0.0308 -0.3192 0.7022
Si 6.5397 15.3732 0.3963 -0.0349 -0.0571 0.776
Si 9.7665 0.9622 0.0712 -0.1398 0.2401 0.6789
Si 6.6236 4.4052 0.2324 0.0457 -0.2113 0.6868
Si 9.1121 6.9759 0.1027 0.2981 -0.0549 0.746
Si 1.533 7.0665 29.6211 -0.1639 0.2858 0.6994
Si 9.8174 12.2196 0.0414 -0.3544 0.0097 0.6687
Si 12.0316 15.0671 0.1485 0.2338 -0.047 0.6679
Si 14.8341 1.4832 0.0893 0.1817 -0.2844 0.702
Si 12.4729 3.5604 0.0594 -0.1623 0.3217 0.7563
Si 9.545 4.1077 29.5008 -0.0471 0.2743 0.701
Si 6.4589 7.6369 29.6466 0.0889 -0.1468 0.7307
Si 15.273 11.9479 0.024 -0.1082 0.1248 0.793
Si 2.7253 0.0469 1.3046 0.0074 -0.0318 -0.0622
Si 5.5731 2.7779 1.5658 0.0219 0.0309 -0.0276
Si 2.6909 5.424 1.3234 -0.0046 -0.0288 -0.0112
Si 5.487 8.1698 1.38 0.0074 -0.0078 -0.0544
Si 2.802 10.9034 1.1387 -0.0146 0.0309 -0.0952
Si 5.378 13.7338 1.5564 0.0141 -0.0284 -0.0407
Si 8.197 0.0931 1.5966 0.0211 0.0317 -0.0215
Si 10.8561 2.582 1.3982 -0.0139 -0.0078 -0.0459
Si 8.0987 5.536 1.6174 0.0248 -0.025 0.0004
Si 10.8369 8.1651 1.2114 -0.0133 0.0284 -0.0638
Si 8.1328 10.9807 1.2015 0.0088 -0.0152 -0.0576
Si 10.9104 13.5976 1.5485 0.0027 0.0243 -0.0084
Si 13.6445 -0.0758 1.378 -0.0246 0.0444 -0.0067
Si 0.0083 2.7159 1.394 -0.0567 0.0012 -0.0203
Si 13.525 5.3048 1.2936 -0.0112 -0.0246 -0.0423
Si -0.1245 8.0711 1.1496 -0.0223 -0.031 -0.0397
Si 13.6011 10.875 1.3116 0.0274 0.0063 -0.03
Si 0.0902 13.5093 1.3838 -0.016 -0.0204 -0.0373
Si 1.3778 1.3573 2.7146 0.0211 0.0042 -0.0095
Si 4.0364 4.0904 2.7619 0.0038 0.0283 0.0204
Si 1.308 6.8263 2.6192 -0.0037 0.0102 -0.0063
Si 4.0731 9.5579 2.6229 -0.0422 -0.0067 -0.0012
Si 1.4608 12.1603 2.6935 0.0457 -0.0039 0.0295
Si 4.0016 15.0688 2.8419 -0.0047 0.0359 0.0335
Si 6.9068 1.4731 2.9466 -0.0138 -0.0224 0.0397
Si 9.542 4.0589 2.739 0.0185 -0.0299 -0.0061
Si 6.7493 6.8877 2.9022 -0.0192 0.0253 0.0303
Si 9.4883 9.5638 2.6181 -0.0321 -0.0049 0.04
Si 6.7958 12.2558 2.696 0.0212 -0.0001 -0.0056
Si 9.4979 14.9307 2.86 -0.0041 0.0024 0.029
Si 12.2519 1.2681 2.7818 -0.0064 -0.0154 -0.0052
Si 14.9218 4.0488 2.7364 -0.0222 -0.0108 0.0243
Si 12.2066 6.7859 2.5943 0.0231 0.0328 -0.0299
Si 14.9188 9.4304 2.6262 0.0282 0.0058 0.0164
Si 12.329 12.2275 2.7785 -0.001 -0.0039 0.0248
Si 15.0177 14.892 2.709 0.0105 -0.0025 -0.0268
Si 0.0164 -0.0195 4.0637 -0.0086 0.0085 -0.0011
Si 2.711 2.7088 4.1121 0.0224 -0.0071 -0.0118
Si -0.0128 5.451 4.0363 -0.0108 -0.0147 -0.0342
Si 2.69 8.1882 3.9923 -0.0089 -0.0224 -0.0254
Si 0.0117 10.8072 3.994 -0.0042 0.0071 -0.0319
Si 2.7025 13.5912 4.12 -0.0088 0.0066 -0.0313
Si 5.4495 0.0588 4.1629 -0.0032 -0.0182 -0.0352
Si 8.243 2.8073 4.2451 0.0151 0.002 0.0179
Si 5.3731 5.4657 4.1482 0.0134 -0.006 -0.0097
Si 8.184 8.2515 4.1182 0.0215 0.0231 -0.0139
Si 5.4296 10.8849 4.0399 0.0116 0.0095 -0.0084
Si 8.1272 13.5583 4.1434 -0.0012 0.0126 -0.0025
Si 10.8966 -0.0413 4.174 0.0036 0.0237 -0.0205
Si 13.5888 2.6869 4.1108 -0.0078 0.0092 -0.0312
Si 10.9017 5.4525 4.0432 0.0029 -0.0046 0.0097
Si 13.568 8.1124 4.0158 -0.0018 -0.0031 0.0006
Si 10.8839 10.8603 4.0447 -0.0101 -0.0344 -0.0416
Si 13.6642 13.5882 4.1233 -0.0246 -0.0055 0.0032
Si 1.3099 14.9168 16.2998 -0.0113 0.004 -0.0065
Si 4.0632 1.373 16.319 0.0432 0.0099 0.0116
Si 1.3861 4.0913 16.3752 -0.0297 -0.0046 0.0006
Si 4.0699 6.7706 16.3985 -0.0259 -0.0102 0.0212
Si 1.3755 9.508 16.2708 -0.0106 0.0073 0.0236
Si 4.0935 12.2123 16.2713 -0.0265 -0.0078 0.0309
Si 6.8698 15.0065 16.2673 0.0078 0.0008 -0.0008
Si 9.5498 1.3778 16.3481 0.013 0.0044 0.0072
Si 6.7692 4.0954 16.3521 0.0113 -0.0159 0.038
Si 9.5179 6.8306 16.2937 -0.0172 -0.021 0.0017
Si 6.7636 9.4995 16.3148 0.025 0.0014 0.0246
Si 9.4918 12.2658 16.2606 0.0201 0.0085 0.0344
Si 12.237 15.0288 16.2584 -0.013 0.0089 0.0113
Si -1.3173 1.3817 16.3576 0.0102 -0.0066 0.0294
Si 12.223 4.0154 16.3046 0.0151 0.0057 -0.0115
Si -1.3852 6.74 16.3118 -0.0075 0.0188 0.011
Si 12.276 9.5439 16.2691 -0.0099 -0.014 -0.0144
Si -1.3499 12.2371 16.3086 -0.0088 0.0122 0.0079
Si 2.6667 -0.026 17.5999 -0.0216 0.0183 -0.0343
Si 5.3816 2.74 17.725 -0.0243 0.0219 -0.0295
Si 2.734 5.3951 17.8158 0.0325 0.0007 0.0118
Si 5.4152 8.1629 17.7396 0.0119 0.0212 0.0175
Si 2.7203 10.8644 17.6495 0.0066 -0.0066 -0.0129
Si 5.5284 13.5875 17.5282 0.0235 -0.021 -0.0555
Si 8.2123 0.0122 17.7057 0.0042 -0.0256 -0.0046
Si 10.8765 2.7377 17.7577 -0.0214 0.0105 0.0044
Si 8.1502 5.4954 17.664 0.008 0.023 -0.0193
Si 10.9288 8.1883 17.6035 0.0037 -0.0184 -0.0077
Si 8.1392 10.8852 17.6178 -0.0169 0.0079 -0.0175
Si 10.807 13.7169 17.5626 -0.0254 0.0435 -0.0273
Si -2.704 0.0079 17.6641 0.003 -0.0043 -0.0216
Si 0.0475 2.7483 17.7629 -0.0107 -0.005 -0.0379
Si -2.732 5.3182 17.6627 0.0334 -0.0045 -0.0255
Si -0.0005 8.1359 17.5882 -0.0077 0.0016 -0.0201
Si -2.7193 10.9001 17.6606 0.0075 -0.0115 0.0049
Si -0.0094 13.5555 17.7203 0.0231 0.0092 0.0007
Si 1.401 1.3112 19.0765 0.009 0.0174 0.0168
Si 4.0386 4.0071 19.2713 0.0094 -0.045 0.0511
Si 1.3289 6.8352 19.036 0.0132 0.0171 0.0694
Si 4.0667 9.5549 19.0862 -0.0162 0.0251 0.0568
Si 1.3479 12.1635 19.0687 -0.0182 -0.0083 0.0368
Si 4.0926 14.8883 18.7787 -0.0111 -0.0349 0.0307
Si 6.8367 1.3928 18.9918 0.0201 0.0039 0.0133
Si 9.5158 4.183 19.0658 0.0099 0.0045 0.0521
Si 6.7827 6.8074 19.0901 -0.0016 -0.0295 0.0241
Si 9.5697 9.567 18.9295 0.0036 0.0512 0.0068
Si 6.8219 12.2812 18.9888 0.0243 -0.0077 0.0531
Si 9.5121 -1.3566 19.1349 0.0171 -0.0248 0.0446
Si 12.2654 1.3466 19.0724 0.0134 -0.0059 0.0538
Si -1.3602 4.0707 19.1523 -0.0042 -0.0282 0.0468
Si 12.2224 6.7235 18.9235 -0.0297 -0.0262 0.0099
Si -1.3506 9.4758 18.9596 -0.0072 0.0269 0.0309
Si 12.198 12.3882 18.8353 0.0223 0.0008 0.0203
Si -1.3828 -1.3915 19.051 -0.0243 -0.0127 0.0172
Si -0.1943 0.166 20.3232 0.1666 -0.242 -0.6992
Si 3.0288 2.1884 20.5546 -0.3086 0.4872 -0.5677
Si -0.2409 5.7481 20.3923 0.0959 -0.1988 -0.6893
Si 2.4605 8.4009 20.3687 0.2156 -0.0847 -0.7447
Si 0.189 10.5305 20.3638 -0.0652 0.2459 -0.7141
Si 3.0263 13.3655 20.182 -0.21 -0.0012 -0.7324
Si 5.3008 0.0326 20.0828 0.247 -0.0656 -0.6703
Si 7.9173 3.0308 20.3051 0.0324 -0.1072 -0.7444
Si 5.6811 5.2061 20.473 -0.2059 0.1873 -0.7627
Si 8.3988 8.0608 20.2498 -0.2369 0.0746 -0.7279
Si 5.2419 11.2014 20.3169 0.112 -0.283 -0.7492
Si 8.3564 13.3321 20.4495 -0.1578 0.3138 -0.6905
Si 11.1689 -0.2374 20.4009 -0.2729 0.1016 -0.7464
Si -2.4592 2.4015 20.4407 -0.2574 0.31 -0.6786
Si 10.6171 5.8181 20.4014 0.1661 -0.2974 -0.6806
Si -2.5196 7.8536 20.1632 0.0151 0.1343 -0.7459
Si 10.663 11.2667 20.1266 -0.0881 -0.1945 -0.6746
Si -3.0146 13.8132 20.3252 0.2068 -0.0716 -0.7133
Si -2.6448 0.3287 27.7177 -0.0155 -0.0056 0.035
Si 1.1183 7.7978 26.5843 0.0311 -0.0124 0.1046
Si 8.3064 11.5087 27.5674 0.0582 0.0238 0.2007
Si 7.8029 4.1807 26.7574 0.0041 -0.0239 0.1347
Si 3.7867 6.7571 25.6068 0.0186 0.1207 -0.1153
Si 7.9247 9.5542 25.2573 0.0407 -0.0551 -0.0325
Si -3.8964 3.9104 25.3189 -0.1178 0.0373 0.0156
Si 4.4241 7.2059 22.5098 -0.003 -0.0422 -0.1242
Si 1.2926 -0.466 24.9333 0.04 0.0726 0.026
Si 6.7362 6.9655 26.6673 0.0043 -0.0321 0.047
Si 12.1095 9.5606 22.174 0.0122 -0.0444 -0.0305
Si 2.9616 2.6508 27.6344 0.0124 0.0472 0.2058
Si -2.9124 9.1723 24.6821 -0.097 -0.0146 0.0337
Si 6.6729 9.4727 22.42 -0.046 -0.0288 -0.1226
Si 10.5798 8.329 24.2945 0.1033 -0.0367 0.0064
Si 10.7415 5.447 23.4529 0.0313 0.0124 -0.1267
Si -2.0536 2.5479 23.2991 -0.1723 0.0618 -0.0822
Si -2.8328 5.6257 27.4771 -0.0099 0.0005 0.1408
Si -1.1556 6.7161 25.04 0.1052 0.0223 0.0259
Si 0.3403 10.5651 26.9937 -0.0224 0.0854 0.1433
Si 2.9021 11.9035 27.7538 0.1061 0.0987 0.0125
Si -3.5116 14.3316 26.088 0.0785 0.0968 -0.0497
Si 6.9981 -1.1297 22.3915 0.0275 -0.1862 0.0004
Si 5.7504 1.9506 26.8634 0.0601 0.042 -0.0673
Si 3.0741 1.6802 23.6266 0.0275 -0.1442 -0.1757
Si 9.745 2.9573 24.6669 0.0517 0.1124 -0.0941
Si -1.8116 0.0928 24.9607 -0.0253 0.0397 0.0765
Si 9.2493 1.117 22.3695 0.0841 -0.038 -0.0707
Si -1.1673 12.3777 22.3852 0.0139 0.0269 -0.0023
Si 5.3582 -0.1099 24.7397 -0.0656 0.0945 -0.0694
Si 2.4491 4.026 25.1959 -0.0533 -0.0129 -0.0721
Si 10.4934 13.7003 27.5198 -0.0045 -0.0108 0.115
Si 3.4344 -1.5456 26.8034 -0.0132 -0.0842 0.1427
Si 0.0353 4.6353 23.2176 -0.0126 0.0512 0.0074
Si -1.8274 11.7955 25.4678 -0.0514 -0.0089 -0.1033
Si 1.1416 14.5671 22.2892 -0.0888 0.0746 -0.0627
Si 1.3402 14.9439 5.4629 0.0146 0.0068 -0.0055
Si 4.077 1.3912 5.5028 0.004 0.0037 0.0026
Si 1.3377 4.0934 5.4254 -0.0075 0.0096 -0.0125
Si 4.0159 6.8462 5.4406 -0.0179 -0.009 -0.0042
Si 1.3519 9.5024 5.4084 0.0042 0.0106 0.0045
Si 4.0958 12.2439 5.4403 0.0101 -0.007 -0.0077
Si 6.785 14.9566 5.4823 0.0057 0.0023 -0.0108
Si 9.5667 1.3623 5.5253 0.0064 0.0065 -0.001
Si 6.7866 4.1397 5.5057 0.0026 0.0169 -0.0073
Si 9.5368 6.8214 5.4191 -0.0047 -0.0083 -0.0158
Si 6.789 9.5672 5.456 -0.0077 0.0092 -0.0065
Si 9.5367 12.212 5.4496 -0.0097 -0.0127 -0.0146
Si 12.2809 14.9277 5.4899 -0.002 -0.001 0.0009
Si 14.9757 1.3382 5.4424 -0.014 -0.0292 -0.0126
Si 12.2448 4.0906 5.4379 -0.0128 -0.0027 -0.014
Si 14.9463 6.793 5.4076 -0.006 0.0015 -0.0124
Si 12.2328 9.487 5.3999 0.0059 -0.0097 -0.0075
Si 15.0121 12.1858 5.4164 0.021 0.0037 -0.0102
Si 2.7122 -0.0073 6.8147 0.0039 -0.0114 -0.0035
Si 5.4421 2.7477 6.8457 -0.0013 -0.0099 -0.0013
Si 2.6885 5.4547 6.798 0.0053 0.0109 -0.0058
Si 5.4222 8.1816 6.7884 0.0095 0.0051 -0.0041
Si 2.7161 10.872 6.774 -0.0057 0.0091 -0.0038
Si 5.4324 13.596 6.8321 0.003 -0.002 -0.004
Si 8.162 -0.002 6.8302 0.003 -0.0016 -0.0086
Si 10.9121 2.7456 6.8436 -0.0047 -0.0113 0.0023
Si 8.171 5.494 6.8193 -0.0299 0.0106 -0.0012
Si 10.894 8.1532 6.7975 0.012 0 0.003
Si 8.1616 10.8925 6.8259 -0.01 -0.0067 0.0022
Si 10.8914 13.574 6.8165 0.0134 0.0033 -0.0036
Si 13.6261 -0.0069 6.8257 -0.0154 0.0005 0.003
Si 0 2.7199 6.7956 0.0028 0.0014 -0.0031
Si 13.6083 5.4401 6.7954 0.0114 -0.0077 0.0005
Si -0.0113 8.1508 6.7751 0.0011 -0.0056 -0.0003
Si 13.6069 10.85 6.7606 -0.0051 -0.0044 -0.0034
Si 0.0001 13.5688 6.8106 -0.0041 0.0092 -0.0085
Si 1.3599 1.3642 8.1624 0.0024 -0.0069 0.0012
Si 4.0631 4.107 8.1691 0.0177 0.0052 0.0018
Si 1.3356 6.8012 8.1591 -0.0137 -0.0129 0.0104
Si 4.0708 9.5294 8.1554 0.0005 0.0011 -0.0004
Si 1.3713 12.2249 8.1597 0.007 0.0204 0.0034
Si 4.0701 14.9588 8.1801 0.0029 -0.002 0.0069
Si 6.8012 1.3666 8.1827 -0.0094 -0.0117 -0.0035
Si 9.5214 4.1048 8.1705 -0.0004 -0.0066 -0.0082
Si 6.7891 6.8338 8.1627 0.0105 -0.0062 0.0033
Si 9.5257 9.5113 8.1588 -0.0179 -0.011 0.0019
Si 6.8059 12.25 8.1837 0.0158 0.0178 0.0108
Si 9.531 14.9525 8.1691 -0.0112 0.004 -0.0051
Si 12.2674 1.3666 8.179 0.0132 0.0171 -0.0027
Si -1.3588 4.0767 8.1585 -0.0101 0.0051 0.0037
Si 12.2498 6.7983 8.1595 -0.0124 0.0056 0.0048
Si -1.3624 9.5081 8.1453 0.0006 0.0047 0.0006
Si 12.2587 12.2086 8.1496 0.0004 -0.0026 -0.003
Si -1.347 14.9394 8.1713 -0.0035 -0.0185 0.0035
Si 0.0098 -0.0051 9.5202 -0.0047 0.0034 0.0003
Si 2.7175 2.7263 9.524 0.0057 -0.0036 -0.0066
Si -0.0058 5.4348 9.525 0.0006 0.0056 0.0034
Si 2.7121 8.1588 9.5069 0.0071 0.0018 -0.0056
Si -0.0007 10.8682 9.5094 -0.0065 0.0038 -0.0078
Si 2.715 13.591 9.5308 -0.0023 -0.0081 0.001
Si 5.4339 0.0059 9.5327 0.0061 -0.0014 -0.0001
Si 8.1636 2.7359 9.5253 -0.0004 0.0059 0.0048
Si 5.4375 5.4563 9.5169 -0.0006 -0.0014 -0.0046
Si 8.1597 8.1694 9.5264 -0.0084 0.0052 0.0061
Si 5.4354 10.8823 9.5216 0.0026 -0.0008 -0.0003
Si 8.1656 13.6098 9.5362 -0.0055 -0.0021 0.002
Si 10.8878 0.0065 9.5168 -0.0061 -0.0043 -0.0058
Si 13.614 2.7261 9.5365 0.0008 -0.0188 0.0092
Si 10.8857 5.4537 9.5286 0.0094 0.0055 0.0064
Si 13.6059 8.1548 9.5215 0.0079 -0.0034 0.0056
Si 10.8888 10.8684 9.5175 0.0089 -0.0019 -0.0004
Si 13.6063 13.5794 9.5134 -0.0145 0.0171 0.0043
Si 1.3656 14.9629 10.8877 0.0031 0.0044 0.0009
Si 4.08 1.373 10.8914 0 -0.0099 0.0005
Si 1.356 4.0757 10.8852 -0.0033 0.0057 0.001
Si 4.0706 6.802 10.8721 0.0118 0.0021 -0.0025
Si 1.3568 9.5104 10.8714 -0.0019 -0.005 0.0009
Si 4.0762 12.2338 10.8862 0.0051 0.0167 0.0046
Si 6.7979 14.9694 10.8887 0.0101 0.006 0.0027
Si 9.5277 1.3733 10.8757 0.0041 -0.0043 -0.0066
Si 6.7953 4.093 10.8793 -0.01 -0.003 0.0002
Si 9.5141 6.8028 10.8882 -0.0061 -0.0014 -0.004
Si 6.7988 9.5258 10.8787 0.0053 -0.0057 0.0067
Si 9.5318 12.2409 10.8745 -0.0051 0.0089 0.0027
Si 12.2485 14.9551 10.8577 0.0116 -0.0129 -0.0081
Si -1.3472 1.3553 10.8806 0.0039 0.0042 -0.0022
Si 12.2459 4.0914 10.8842 -0.0194 0.001 -0.0029
Si -1.3595 6.7939 10.8869 -0.0046 -0.0046 0.0064
Si 12.2425 9.5106 10.8837 -0.0041 0 -0.0043
Si -1.3528 12.2298 10.878 -0.0014 0.0009 -0.005
Si 2.7236 0.0076 12.2501 0.0082 0 0.0034
Si 5.4397 2.7394 12.2485 0.012 0.0042 0.0024
Si 2.7193 5.4369 12.2369 0.0077 0.0014 -0.0036
Si 5.4406 8.1507 12.2242 -0.0081 0.0023 -0.0075
Si 2.7163 10.8617 12.2354 -0.0017 0 -0.0026
Si 5.4301 13.6055 12.2378 -0.015 -0.0122 0.0059
Si 8.1599 0.022 12.2325 -0.0074 0.002 0.0026
Si 10.8794 2.7388 12.2379 0.018 0.0036 0.005
Si 8.1541 5.4398 12.2496 0.001 -0.0055 0.0082
Si 10.8756 8.1581 12.2457 -0.0028 -0.0059 0.0069
Si 8.1616 10.8887 12.2281 0.0078 0.0015 0.0018
Si 10.8954 13.6084 12.2229 0.0003 0.015 -0.0046
Si 13.6019 -0.0071 12.2183 -0.0164 -0.0034 -0.0104
Si 0.0046 2.7111 12.2476 -0.0103 -0.0199 -0.0006
Si 13.6077 5.4355 12.2538 0.0044 0.0157 0.0019
Si 0.011 8.1485 12.2397 0.0068 0.0024 -0.0014
Si 13.6073 10.8701 12.2384 -0.0056 0.0042 0.0038
Si -0.0006 13.6021 12.2356 0.0001 0.0048 0.0054
Si 1.3612 1.3595 13.6155 0.0031 0.0021 0.0028
Si 4.0754 4.0943 13.6128 -0.0061 -0.0067 -0.0003
Si 1.3634 6.7823 13.6056 -0.0088 0.0162 0
Si 4.0734 9.4834 13.5844 0.0147 -0.0092 0.009
Si 1.3637 12.2375 13.5816 -0.0025 -0.0042 0.0047
Si 4.0847 14.9702 13.6109 0.0039 0.0049 0.0068
Si 6.8084 1.3841 13.6033 -0.0012 -0.0062 0.0085
Si 9.508 4.0769 13.6163 -0.001 0.0066 0.0021
Si 6.7865 6.7995 13.6019 -0.0037 0.0049 -0.0005
Si 9.5153 9.5321 13.5929 -0.0124 -0.0006 0.0064
Si 6.7894 12.239 13.5793 0.0043 0.0116 0.0081
Si 9.5403 14.9864 13.5657 0.0051 -0.0123 0.0037
Si 12.2598 1.3767 13.5635 0.0059 -0.0207 -0.0075
Si -1.3481 4.069 13.6117 -0.0038 -0.002 0.003
Si 12.2324 6.7888 13.6017 -0.0017 0.0019 0.0019
Si -1.3498 9.5058 13.5925 0.0035 -0.0109 -0.0038
Si 12.2503 12.2483 13.5842 0.001 0.0051 0.0044
Si -1.3689 14.9628 13.5899 -0.0077 0.0204 0.0064
Si -0.0154 -0.0036 14.9593 -0.0115 0.0039 0.0097
Si 2.7133 2.7349 14.9717 -0.0031 -0.0026 0.0037
Si 0.0175 5.4186 14.9754 0.0005 -0.0179 0.0034
Si 2.736 8.1179 14.9702 0.014 -0.0101 0.0034
Si 0.0064 10.8801 14.9396 0.006 -0.0013 0.0029
Si 2.7169 13.592 14.9498 0.0117 0.0027 0.0015
Si 5.4494 0.0291 14.9598 -0.0112 0.0072 -0.0067
Si 8.1494 2.7296 15.0026 -0.0048 -0.0171 0.0149
Si 5.4286 5.4529 14.9846 -0.002 0.0124 0.0122
Si 8.1458 8.1712 14.9435 0.0128 0.0072 0.001
Si 5.4314 10.8481 14.9214 -0.0028 -0.0016 0.0036
Si 8.1676 13.6224 14.8903 -0.0015 0.0125 0.0085
Si 10.8861 0.0563 14.9182 0.0093 0.0172 -0.0056
Si -2.7009 2.6933 14.9603 -0.0083 -0.0135 0.002
Si 10.8766 5.4291 14.9703 -0.0008 0.0092 0.0126
Si -2.7087 8.1382 14.9452 0.0196 0.0027 0.0032
Si 10.884 10.8987 14.9384 -0.015 0.0003 -0.0031
Si -2.7217 13.6076 14.9565 -0.0008 -0.0061 0.0168
O -3.7242 1.3177 28.3758 0.0116 0.1832 -0.4162
O -2.6089 3.2469 24.6374 0.5924 -0.0533 0.36
O -0.4219 11.7729 26.2545 0.2533 0.6088 0.1515
O 5.437 13.9269 29.3536 0.1197 0.0893 -0.4296
O 9.4745 6.9372 20.7364 -0.0365 -0.0021 0.4084
O 5.5466 8.3425 22.5211 -0.052 -0.0741 -0.1952
O 10.8812 8.5923 29.1418 -0.1998 0.057 -0.2998
O 5.8173 -0.8398 21.3439 -0.0294 -0.3436 0.0683
O -2.6687 11.4543 29.1628 0.0584 0.1402 -0.2889
O 0.9291 7.5365 28.1773 -0.4121 0.3334 0.0452
O 1.9604 12.5137 28.8863 0.1632 0.0737 0.0747
O 2.076 1.715 28.619 0.0488 -0.4878 -0.3192
O 9.5068 12.2159 20.8062 -0.0001 -0.2089 0.3506
O -4.2839 5.1707 24.377 0.456 0.3581 0.0862
O -0.663 11.0161 21.6715 -0.4332 -0.1729 0.3049
O -3.448 8.4147 21.362 0.0778 -0.0879 0.065
O 6.8096 4.0902 20.9133 0.0438 0.0694 0.5117
O 5.3835 8.8086 29.2211 0.0989 0.001 -0.2287
O 1.3317 9.4758 20.8945 -0.0084 -0.0186 0.4961
O 0.0153 -2.1231 29.3723 0.1292 -0.1105 -0.4987
O 2.5906 2.1656 22.1391 -0.3416 0.077 0.2848
O 3.257 5.2641 25.7905 -0.1156 -0.0451 0.4113
O 7.8916 8.8597 21.5675 0.4097 0.013 0.347
O 6.346 3.4595 26.7882 -0.2027 0.2867 -0.1201
O 6.365 -1.0565 23.877 0.2602 -0.2059 0.5067
O 0.0651 13.3925 22.2241 0.0541 -0.2539 0.0874
O 10.6074 0.4965 21.7511 0.2871 -0.0854 0.4611
O 9.1629 10.3995 28.368 -0.0874 -0.1358 -0.4284
O 4.5662 -1.0833 25.7542 0.2803 -0.3279 -0.0199
O -0.4019 10.2631 28.4128 0.2581 -0.1289 0.2005
O -2.9642 2.798 21.9653 -0.4276 0.1125 0.2232
O 3.805 3.7784 28.4603 0.3677 0.1198 -0.3609
O 10.0914 6.8102 24.0376 -0.4494 -0.081 0.332
O -3.194 10.0144 23.3279 0.3135 0.4984 -0.1151
O 3.4554 3.059 24.3787 0.5977 0.3027 0.0779
O -3.7744 6.6771 28.2663 0.0234 0.2026 -0.3669
O 4.26 1.1388 20.6381 0.1316 0.1711 0.1902
O 7.2299 9.9244 23.852 0.0869 0.4987 0.1185
O 3.1283 7.6933 21.6762 -0.0559 0.0736 0.2348
O 5.145 6.8743 26.4517 -0.121 -0.2156 0.2885
O -4.3067 8.4219 25.0737 0.1021 -0.4364 0.3557
O -4.729 12.8991 28.4005 0.018 -0.0629 -0.0665
O 9.9949 -1.337 28.3677 0.0101 0.1632 -0.4408
O 7.2165 8.2558 25.8661 -0.1636 -0.1014 0.046
O 0.4713 5.2153 21.7675 0.6449 0.1449 -0.0165
O -1.3134 1.2717 20.7463 0.126 -0.0551 0.3668
O -2.1564 6.3718 26.2413 -0.1241 0.1159 -0.1107
O 1.2941 4.4993 24.1941 0.1316 0.0524 0.101
O -2.4418 13.007 21.6197 -0.3566 -0.3069 0.0934
O 4.0269 10.9408 28.4119 0.2165 0.1422 -0.1221
O -3.2227 -1.1615 27.4589 -0.0264 -0.1645 0.2899
O 3.6589 -0.9075 28.2818 -0.3282 0.3216 -0.1897
O -2.8875 -1.1285 24.8638 -0.1774 0.0408 -0.3683
O 0.3522 9.1656 26.2037 -0.2653 -0.1501 -0.4689
O 8.1132 0.0071 22.2756 0.1585 0.1693 -0.2315
O 7.7074 13.8102 21.8904 -0.1758 -0.2121 0.5742
O 5.0421 5.8655 21.831 0.1136 -0.3421 0.4363
O 8.6706 3.2152 25.8172 -0.0703 -0.1899 -0.0636
O 2.661 5.943 29.2592 0.3123 0.1719 -0.4118
O 2.0059 -0.9734 26.2896 -0.2191 0.2302 0.2794
O -0.0082 3.1886 29.33 -0.0342 0.0085 -0.3481
O 11.1901 5.4697 21.8942 0.2776 0.018 0.2189
O 1.8305 0.9736 24.407 -0.3744 0.245 -0.0061
O 8.2377 0.3365 29.3269 0.1064 0.1146 -0.218
O 11.2136 2.8445 25.3278 0.2482 -0.4361 0.1488
O 1.6381 -1.5539 23.7963 0.4707 -0.235 0.3637
O 7.7388 10.8233 26.2306 -0.2939 0.3137 -0.3853
O 4.1307 1.8411 26.8694 -0.0597 -0.4007 -0.3753
O 4.1165 12.2979 20.7768 -0.0016 -0.066 0.329
O 9.4593 1.5781 23.8931 -0.1748 -0.162 0.4566
O 0.4596 -0.404 21.7086 0.0245 0.2288 0.3425
O 2.6889 7.792 26.1996 0.2191 0.4914 0.1487
O -3.6649 4.3904 26.844 -0.3833 -0.4141 0.3947
O 6.2646 1.4595 28.2973 -0.1794 -0.3868 -0.1774
O 4.3484 0.6699 23.7131 0.2585 -0.0112 -0.1919
O -2.4857 10.3287 25.7235 -0.0867 -0.242 0.4095
O -1.6977 5.0374 28.4512 0.2827 0.0877 -0.3124
O 7.0924 12.0556 28.481 -0.3763 -0.229 -0.2174
O 9.7029 4.2253 23.6547 -0.5291 0.1279 -0.3471
O 9.4905 9.1902 25.0954 0.1792 0.1131 0.2912
O 9.2477 12.7526 27.1745 0.0338 0.0264 -0.2025
O 7.0737 7.0883 28.2448 0.44 -0.292 0.0085
O 12.248 -1.3776 20.8807 -0.0518 -0.0949 0.3039
O 7.5286 5.653 26.1463 0.0801 0.1984 -0.6394
O -1.5263 12.1452 23.9269 0.0523 -0.0739 -0.1291
O -1.3941 0.0766 28.6991 0.4275 0.1787 -0.2067
O -1.3989 6.841 20.8071 0.083 0.0385 0.45
O 10.7804 3.0786 29.135 0.0304 -0.0192 -0.3238
O -1.0783 5.621 23.861 -0.4941 -0.1062 -0.2132
O -2.7949 12.8985 26.1068 0.0824 -0.0898 0.4986
O -0.594 3.167 23.0031 0.4471 -0.179 -0.3007
O 6.0114 10.7407 21.6782 0.2652 0.3997 0.3059
O -2.1726 0.9403 26.3027 0.0386 0.5639 -0.1306
O 11.2004 14.1242 26.1152 -0.4423 -0.0788 -0.5103
O 3.9957 6.9784 24.0301 -0.1961 -0.1018 0.027
O 11.6863 10.8203 21.3076 0.4097 0.2044 0.2777
O 10.7664 8.9611 22.8201 -0.6173 0.2059 -0.2455
O 0.3367 6.7279 25.6709 0.3395 -0.3911 -0.0836
O 8.6361 4.3672 28.1536 -0.005 0.0836 -0.0071
O 3.4842 13.1415 26.8898 0.1554 -0.224 -0.4801
O 2.4513 14.2037 21.4422 0.1013 0.1482 0.0855
O 8.7525 2.4015 21.5422 0.2846 0.135 0.2024
O 1.9363 3.2465 26.527 -0.7304 0.1283 0.1404
O -1.7206 8.1094 24.4444 0.3715 0.0639 -0.1517
O 6.1865 0.9915 25.6221 0.3776 -0.0348 -0.0855
O -1.9459 0.9719 23.6271 -0.0689 -0.3793 -0.3473
O -0.3042 -0.4442 25.1421 0.0575 -0.3397 0.0143
O 1.9103 10.9376 26.9475 0.2387 -0.1936 -0.4294

Results
total energy: -82020.564 eV
total energy less fixed offsets of O -438.35, Si -107.03 eV per atom: -1.044 eV
